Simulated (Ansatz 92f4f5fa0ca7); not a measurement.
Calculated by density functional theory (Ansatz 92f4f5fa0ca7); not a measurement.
Periodic cell of 144 atoms, Si90O54, from a study of silicon, its oxide and their interface. The atomic structure is a simulated model.

Settings: functional r2SCAN; potential files Ansatz norm-conserving; basis plane waves; wave-function cutoff 1300 eV; density cutoff ratio 4; exchange-correlation grid ratio 1; k mesh 2 x 2 x 1, shifted by 0.5 0.5 0.5 of a step; self-consistency stop 5e-08 eV per atom in the density residual; occupations Fermi-Dirac, 0.05 eV; spin none; net charge 0.

Cell vectors (angstrom)
a  11.54  0  0
b  0  11.54  0
c  0  0  18.255

Atoms and the computed forces on them: element, x, y, z (angstrom), force x, y, z (eV/angstrom)
Si  0.2957  0.4817  -0.1792  -1.5794  0.9813  -1.3828
Si  -0.1258  3.6498  -0.0428  -0.4017  0.8313  1.3724
Si  -0.478  6.954  -0.1719  -0.4787  0.193  -2.4691
Si  3.9503  -0.0653  -0.2187  -1.4426  0.9633  -1.4216
Si  4.202  4.3636  -0.2308  -1.6733  -0.3504  -0.7922
Si  3.2514  7.0202  0.986  0.5752  -0.1196  -0.6948
Si  7.1809  -0.7875  -0.3833  0.0864  2.0907  0.1683
Si  7.4633  3.7942  -0.0882  -1.1611  -0.6319  -1.1533
Si  7.2097  8.4641  -0.2203  1.6314  -1.9461  -2.7875
Si  1.9989  0.1901  1.175  1.3374  -0.4219  0.5087
Si  1.8341  3.7762  1.3392  -0.9172  -0.1974  -0.501
Si  1.4593  8.3145  0.3049  0.5111  0.1665  -0.7489
Si  5.5904  -0.2824  1.3027  1.7745  0.067  0.665
Si  5.7407  3.9578  1.488  0.2615  -2.1568  -0.355
Si  5.6556  7.7373  1.2085  -2.2941  -1.0746  1.3543
Si  9.7527  -0.0553  1.015  0.7606  1.6647  -0.0771
Si  9.499  3.6225  1.3813  -0.5166  2.194  -1.3424
Si  9.095  7.6068  1.0698  1.0217  -0.236  0.9484
Si  1.7875  1.8623  2.6728  2.5523  0.5663  0.3156
Si  2.0748  5.6835  2.7547  -0.4798  0.3918  -0.8268
Si  1.7089  9.6265  2.2159  -0.9908  0.3537  0.1435
Si  5.6829  1.7327  2.7605  0.0946  0.4297  -1.2361
Si  5.7827  5.8561  2.6738  0.995  0.5165  0.8145
Si  5.6467  9.4229  2.7315  -0.1475  1.0346  -0.4962
Si  9.5187  1.8886  2.7855  -0.2195  -2.3049  -0.1338
Si  9.3015  5.7567  2.7642  1.1189  0.0554  -1.3143
Si  9.5135  9.6839  2.3269  0.1076  -1.5976  0.4543
Si  0.0279  1.8354  3.9957  -1.3998  1.426  0.9598
Si  -0.0866  5.9764  4.0529  0.2457  -0.582  -0.9434
Si  -0.1434  9.7834  3.7674  0.8737  0.1182  0.3606
Si  3.8622  1.7619  4.1615  -0.8923  -1.0524  -0.7478
Si  3.9461  5.697  4.0546  0.0871  -0.2345  1.4663
Si  3.528  9.6216  3.6068  0.5347  -0.0335  1.3698
Si  7.5666  1.7413  4.227  0.9218  0.6616  -0.519
Si  7.6148  5.7871  4.303  -0.3769  -0.2911  -0.329
Si  7.6737  9.5796  3.778  0.5565  -0.1372  1.066
Si  0.3261  0.0674  5.4221  -1.3208  -1.5139  0.5669
Si  0.1727  3.8954  5.3147  0.5502  -0.3332  -0.3344
Si  -0.1923  7.9847  5.3027  0.992  -0.6642  0.3757
Si  3.7359  -0.2932  5.4473  -0.4609  0.4467  -1.7171
Si  4.1659  3.5749  5.4497  1.6286  1.4031  -0.6369
Si  3.9433  7.9238  5.1291  -0.4736  -1.0235  -0.1097
Si  7.7839  -0.2681  5.3979  0.1248  -0.5617  0.0921
Si  8.0597  3.7688  5.4632  -1.6467  -0.0159  0.833
Si  7.651  7.8285  5.4888  1.0398  -0.1032  -0.6427
Si  2.1337  0.0397  7.1363  -0.6376  -1.0786  -0.079
Si  2.259  3.7252  6.5349  -1.6111  -0.1821  1.4044
Si  2.013  8.0062  6.4659  -0.7144  -0.819  0.1346
Si  5.7251  -0.9717  6.299  0.5117  1.128  3.3269
Si  6.0869  3.7895  7.0043  -0.383  -0.6566  -0.8435
Si  5.7527  8.1418  6.6758  -0.8147  0.6268  -1.4135
Si  9.7982  -0.3523  6.7623  0.3394  3.6086  -1.5677
Si  9.9771  3.6416  6.8244  0.5366  0.335  0.0987
Si  9.5808  7.6389  6.939  0.4366  -0.532  0.1214
Si  2.0369  1.9874  8.4739  0.6475  1.3056  -0.28
Si  2.5681  5.8888  7.3758  -0.3913  -0.1319  1.127
Si  2.0397  9.4189  8.3629  1.2016  0.777  -0.9383
Si  5.8241  1.5747  8.3176  -0.0497  -0.8306  0.8272
Si  5.0584  5.9362  7.4661  -1.0547  -0.1252  -0.1175
Si  5.6299  7.4245  9.1053  2.1525  0.8104  1.6975
Si  9.8416  1.7639  7.9973  -0.5431  -1.9319  -0.1681
Si  9.8537  5.0287  8.7897  1.0588  -0.0012  -0.8416
Si  10.199  8.9374  8.8138  -0.4577  -1.0054  0.2631
Si  -0.0241  1.8843  9.6686  -0.3192  1.6929  -0.1266
Si  0.8527  6.3028  10.0703  2.7195  -0.768  0.8412
Si  0.6485  8.7662  10.0716  -0.3721  -2.1651  -1.5369
Si  4.0372  1.8783  9.961  0.5286  0.1163  -0.5337
Si  6.3529  5.5369  10.4822  -1.4122  1.246  0.8778
Si  3.98  8.9632  9.6967  -1.7794  1.0569  2.5399
Si  7.9054  1.8264  9.3748  -0.2575  -1.4859  -0.6851
Si  7.9958  4.1951  9.8288  0.7201  -1.3726  0.6335
Si  8.385  8.8211  10.2542  -2.141  -1.4424  -2.0595
Si  3.9367  0.1537  11.4532  -0.3239  -2.2497  1.2573
Si  2.4284  5.1054  12.7119  -0.8146  2.1163  1.8763
Si  10.1304  3.6665  11.9096  0.4127  0.0629  -3.2411
Si  0.8324  -0.4048  11.6686  1.6231  4.1053  -0.4681
Si  -1.6651  2.5829  14.3937  0.3241  -1.5887  -0.8863
Si  3.945  -3.7357  12.3589  -2.7604  0.7703  0.7498
Si  4.6268  3.3013  11.7268  -2.2513  2.6119  -1.3622
Si  6.0318  1.4113  16.4549  -1.2178  1.7485  1.0037
Si  6.9594  6.9925  12.2179  -0.3907  -0.8732  1.5662
Si  5.5272  9.9885  13.1917  -1.9014  -0.0516  1.5032
Si  10.258  11.1818  13.764  1.4908  0.3376  1.6303
Si  11.2164  5.2262  14.1012  1.3125  0.7813  -0.4695
Si  1.8357  9.8782  16.617  -1.4138  -0.6508  0.468
Si  6.7076  2.9551  14.0617  -0.0572  2.801  1.907
Si  -0.3227  8.346  15.1515  -1.3608  -0.1517  -0.5691
Si  5.7968  5.0172  15.997  1.5583  1.9067  -1.8517
Si  8.1413  10.7008  11.43  -0.7273  2.2984  0.7616
Si  6.4702  7.6859  15.1125  1.5934  1.6234  -0.8095
O  0.8478  -0.2893  -1.5464  0.3102  -1.0913  0.1251
O  -0.1029  2.0517  -0.6844  0.3051  1.4337  0.2054
O  -0.2808  5.3181  -0.7179  0.1127  -0.2489  0.9424
O  -0.7797  7.9628  -1.5643  -0.0352  -0.9276  -0.2009
O  3.4457  -1.1945  -1.461  -0.5696  0.9018  0.6688
O  4.5741  1.4136  -0.8481  1.1465  -1.7413  -1.3784
O  4.5369  4.0569  -1.878  0.8057  1.2247  1.8294
O  6.6646  4.5618  -3.5434  -0.8289  -3.1683  -1.1237
O  1.1614  8.9876  -2.9257  1.82  0.8107  0.7188
O  3.7985  5.9632  -0.2105  -0.1554  -0.5542  0.2892
O  6.6333  -0.0596  -1.7882  0.4482  -1.6223  0.6952
O  8.6434  -0.0368  -0.1836  -0.641  -0.4762  -0.2368
O  6.995  5.0823  -1.1201  0.099  -0.6862  1.6156
O  5.3809  6.5977  -2.6949  -0.6311  -1.4325  0.3703
O  7.3749  7.8092  -1.7873  -0.097  1.1915  1.1347
O  6.0757  9.2224  -3.6594  0.1031  0.1451  -0.3151
O  -0.4063  3.1978  10.6602  -0.0413  -1.0209  -1.1688
O  -0.5649  -5.9308  9.8667  -2.3041  -0.0191  -0.8807
O  1.5756  5.6348  11.4489  -0.8747  0.0567  -1.3001
O  0.6687  9.6246  11.4408  -0.3348  -3.1472  -1.0325
O  0.183  12.0593  10.4687  -0.2174  -1.5182  0.862
O  -1.1988  9.6573  14.4535  0.3596  -0.7077  0.7076
O  5.5378  -0.0546  7.8367  0.3703  0.9239  -1.3307
O  4.7964  -0.0662  12.9039  -0.228  0.6306  -0.8525
O  5.019  4.6291  10.8031  -0.0744  0.0335  0.1515
O  -1.1448  4.0502  15.0652  0.7577  -0.5778  -1.2928
O  3.0816  8.1201  11.0106  1.1568  0.4715  -1.6334
O  1.7007  17.1455  8.794  0.2394  1.4461  0.6297
O  9.5318  6.1348  7.658  -0.5926  2.1812  -0.9736
O  8.1316  0.4782  10.4021  -0.4687  0.4579  0.5169
O  8.609  3.9177  11.365  1.1219  -0.6183  1.1373
O  6.9399  8.6377  9.2267  0.8207  -0.8159  0.7199
O  2.333  0.1373  11.8524  1.1649  -0.3463  -0.4771
O  4.3847  -1.1914  10.6101  -0.1008  -1.5156  -1.401
O  6.777  10.2013  12.1961  0.4727  -0.2472  -0.1754
O  10.5563  5.0272  12.6112  0.3542  0.3053  0.998
O  0.1755  -0.1649  13.0389  -2.3918  0.7096  2.6687
O  4.0613  -2.3705  13.2523  -0.7992  -0.6676  -0.5604
O  -1.372  1.0137  14.8298  -0.0492  -1.1021  -0.3855
O  -1.0832  2.4276  12.8308  -0.7519  0.2237  2.3555
O  5.7909  3.1212  12.7542  2.1909  -1.1849  0.1137
O  5.4518  -3.8272  12.0448  5.011  -0.3401  -0.6955
O  2.8151  3.5398  18.2736  0.4599  0.0976  0.476
O  1.337  4.9425  14.0622  -0.2538  0.1084  -1.7772
O  3.3234  3.7781  12.686  0.3301  -0.6652  -1.095
O  5.8837  1.8638  14.9093  -0.3006  -0.3182  0.6115
O  7.0857  2.495  17.0899  0.2678  0.5555  1.4228
O  15.0765  6.3586  12.9004  -1.4776  -0.9572  1.0479
O  9.0618  11.1959  12.689  0.3055  -0.1781  -0.0074
O  9.9443  10.3781  8.1004  0.2014  -0.7308  1.4231
O  7.4135  7.1613  13.8484  -1.1274  -0.2808  -1.3986
O  8.2775  2.6059  14.2132  -1.0462  0.3809  -0.6521
O  19.6973  7.6369  11.3563  1.0867  0.6237  -0.0493
O  11.0882  6.8866  14.2144  0.0515  1.243  2.0695

Results
free energy: -35640.763 eV
free energy less fixed offsets of O -463.61, Si -117.95 eV per atom: 9.677 eV
pressure: -2.70 GPa
stress xx, yy, zz, yz, xz, xy (GPa, positive in tension): 0.93, 4.03, 3.15, -0.14, 1.66, 0.42
